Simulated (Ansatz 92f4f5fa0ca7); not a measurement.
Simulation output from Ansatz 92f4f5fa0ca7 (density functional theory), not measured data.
Periodic cell of 171 atoms, Si99O72, from a study of silicon, its oxide and their interface. The atomic structure is a simulated model.

Settings: functional PBE; potential files Ansatz PAW; basis plane waves; wave-function cutoff 700 eV; density cutoff ratio 5; exchange-correlation grid ratio 2; k mesh 2 x 2 x 1, shifted by 0.5 0.5 0.5 of a step; self-consistency stop 5e-08 eV per atom in the density residual; occupations Fermi-Dirac, 0.05 eV; spin none; net charge 0.

Cell vectors (angstrom)
a  11.5983  0  0
b  0  11.5983  0
c  4.9908  4.619  24.4882

Atoms and the computed forces on them: element, x, y, z (angstrom), force x, y, z (eV/angstrom)
Si  -0.6097  -2.3465  -0.3581  -0.0764  -0.208  -0.0603
Si  -0.6011  2.8502  -0.2869  -0.0763  0.2997  0.0316
Si  -0.6019  6.0506  -0.145  0.0422  -0.0436  -0.1706
Si  3.185  -2.6222  -0.2465  0.1227  -0.2502  -0.4792
Si  3.2532  2.9343  -0.1983  0.1006  0.1887  -0.505
Si  3.2222  5.9654  0.1844  -0.1295  -0.017  -0.4902
Si  7.0867  -1.7844  0.0509  -0.0056  0.1328  -0.3401
Si  6.8603  1.3867  -0.4257  -0.1387  -0.0781  -0.2218
Si  7.1199  6.8207  -0.6534  0.0001  -0.1299  -0.3609
Si  1.2783  -1.9385  1.0367  0.0057  0.0619  -0.0975
Si  1.2858  2.3701  1.0604  0.1669  0.0636  -0.0587
Si  1.2145  6.0085  1.3404  0.0969  0.0055  -0.3087
Si  5.0464  -1.8835  1.1726  -0.1819  -0.1349  -0.2093
Si  5.1505  2.1795  1.0887  -0.1393  -0.0039  -0.0102
Si  5.3634  6.0641  1.0439  0.0563  0.0859  -0.366
Si  9.1408  -1.8292  1.1423  0.1292  -0.0912  -0.1492
Si  8.9115  2.2546  0.8005  0.0943  -0.0619  -0.0897
Si  8.9235  6.115  0.9203  -0.1304  0.0891  -0.2393
Si  1.2786  0.2266  2.2079  -0.0059  0.0018  -0.2608
Si  1.2624  4.1115  2.6272  -0.0727  -0.0726  0.2997
Si  1.2577  7.9112  2.6229  -0.0054  -0.0103  0.2829
Si  5.0193  0.1879  2.3636  -0.0936  -0.0037  0.1103
Si  5.2887  4.144  2.4514  0.071  -0.0336  0.0923
Si  5.1917  7.8282  2.5656  0.032  0.0886  0.3251
Si  9.097  0.2891  2.2489  -0.0018  -0.0564  -0.1274
Si  8.8784  4.1662  2.3358  -0.0085  -0.0989  -0.1861
Si  9.046  7.8506  2.5141  0.0102  0.0705  0.1294
Si  -0.6019  0.2721  3.6601  -0.0892  0.0465  0.1065
Si  -0.762  4.163  3.8374  0.1278  -0.1118  -0.0176
Si  -0.6707  7.8457  3.9641  -0.0338  0.0874  -0.0308
Si  3.1029  0.204  3.7093  0.1264  -0.034  -0.0225
Si  3.2742  4.1634  3.8545  0.002  -0.0179  -0.1429
Si  3.2317  7.8172  3.9207  -0.0566  0.0312  -0.0992
Si  7.0943  0.2067  3.585  -0.0107  0.0795  -0.1459
Si  7.1194  4.1607  3.8966  -0.0475  -0.0106  0.0021
Si  7.1337  7.8705  3.9035  -0.0472  -0.0491  -0.0378
Si  -0.5908  -1.6736  5.0439  -0.0695  -0.1039  0.0049
Si  -0.7179  2.1853  5.1059  -0.0138  0.0291  -0.002
Si  -0.6639  5.967  5.4544  -0.0301  0.0116  -0.0622
Si  3.2009  -1.7395  5.0565  -0.0072  -0.0045  0.1137
Si  3.1514  2.1477  5.048  0.0247  0.0259  0.091
Si  3.2088  5.9677  5.4252  0.0465  0.0546  0.056
Si  7.1349  -1.6778  5.0096  0.0254  -0.1509  0.0816
Si  7.0757  2.1082  5.0148  -0.0102  0.0699  0.0374
Si  7.1148  6.0101  5.4138  -0.0009  0.0418  -0.0153
Si  1.3154  9.8014  6.4694  -0.0053  -0.1715  -0.1994
Si  1.2352  2.1984  6.4538  0.0295  0.2439  -0.2422
Si  1.2916  5.9756  6.9033  -0.0149  -0.0738  0.1572
Si  5.1776  9.8325  6.3212  0.0159  -0.0575  -0.331
Si  5.118  2.0765  6.3251  0.013  0.0335  -0.3659
Si  5.156  5.9625  6.8004  -0.0054  -0.0085  0.141
Si  9.075  9.9847  6.342  0.0315  -0.0102  -0.3007
Si  8.9244  2.2224  6.4675  -0.0149  0.1374  -0.1433
Si  9.0102  6.0229  6.8765  -0.0019  -0.02  0.1625
Si  1.2556  0.1971  7.6357  0.0492  -0.0009  0.1955
Si  1.1858  3.8649  8.1669  0.1335  -0.1071  0.1574
Si  1.4141  8.1028  8.1919  -0.0686  0.1136  0.0832
Si  5.1593  0.1414  7.5899  -0.0605  0.0417  0.2441
Si  5.0437  3.7695  7.9098  -0.1695  0.0503  0.119
Si  5.2172  8.1257  7.9309  -0.0142  -0.0426  0.0799
Si  8.9806  0.2753  7.6842  0.0205  -0.0568  0.3019
Si  8.8224  3.9203  8.1809  -0.0875  -0.111  0.2156
Si  9.1741  8.2475  7.8771  0.1015  0.0916  0.1096
Si  -0.6679  0.306  8.9574  -0.0788  0.0806  0.5402
Si  -0.8145  3.368  9.4403  0.0363  -0.1934  0.1581
Si  11.0302  8.8391  9.3427  -0.1101  0.1186  0.2562
Si  3.227  0.0682  8.8757  -0.0002  0.0289  0.5939
Si  3.1855  3.1151  9.3181  -0.0002  -0.1054  0.2775
Si  3.4741  8.6382  9.489  0.2656  0.2263  0.2079
Si  7.0313  0.1827  8.9671  0.0708  -0.1188  0.5847
Si  6.7254  3.2639  9.4747  0.017  -0.1717  -0.0113
Si  7.2183  8.7065  9.0651  0.0561  0.3829  0.2239
Si  4.8008  8.8229  14.8072  0.0439  0.0333  0.0299
Si  5.0397  4.8556  22.3501  0.0213  0.0279  0.0974
Si  4.6449  7.2236  12.245  -0.0055  0.0497  0.1922
Si  10.5194  8.0443  19.7208  0.1005  0.0904  -0.0258
Si  8.9388  3.0275  14.304  -0.0472  -0.1007  0.1432
Si  11.8666  10.4526  20.7095  -0.1522  -0.203  -0.3262
Si  7.5319  9.5917  15.3482  -0.0719  0.0702  -0.0349
Si  9.6934  6.2235  21.9215  -0.133  0.0167  -0.164
Si  12.0966  2.9936  16.9566  -0.0569  0.0276  0.0501
Si  3.7213  6.0557  19.8209  -0.1064  0.1403  -0.1373
Si  3.1564  4.4237  17.5806  -0.0606  0.1335  0.0138
Si  5.959  2.4996  14.0418  0.0724  -0.1381  0.1679
Si  10.4299  9.6351  14.6182  -0.0805  0.0046  -0.0443
Si  10.645  1.0647  18.6544  -0.1099  -0.0582  -0.0437
Si  4.721  4.1853  11.7191  0.0085  -0.0612  0.0396
Si  5.3755  -0.0053  15.4979  0.0769  -0.0312  -0.1058
Si  9.9288  4.9441  12.0949  0.0398  0.0235  0.2648
Si  3.78  7.2066  17.3354  0.015  0.0426  0.0314
Si  9.454  7.9443  16.8773  0.0299  0.0559  0.1235
Si  9.5385  4.7113  16.7972  -0.0374  -0.0505  0.0263
Si  8.1086  2.8394  18.8435  0.1252  -0.0455  -0.1652
Si  13.4618  8.1931  19.4564  0.0044  -0.0686  -0.0731
Si  7.718  7.0083  11.6412  0.1668  0.1809  0.1484
Si  10.7622  0.8156  15.6503  -0.1132  -0.0685  0.0123
Si  7.895  3.8379  21.7355  0.0958  -0.0009  -0.0241
Si  5.5203  2.4944  17.0042  0.0946  0.0042  -0.1041
Si  10.4391  7.8038  12.2689  -0.2014  0.0823  0.2555
O  2.8167  7.2806  20.4631  0.009  -0.0418  -0.035
O  4.0831  8.0681  13.5463  0.0151  -0.0394  -0.1402
O  7.9847  8.5388  16.5037  0.0524  -0.0009  -0.0489
O  -0.4115  1.5795  -1.3301  -0.0352  -0.0528  -0.2516
O  -0.5452  4.4667  -0.8957  -0.1232  -0.0903  0.3739
O  6.3942  8.8546  14.4485  -0.0198  0.0112  0.0485
O  8.1908  2.6008  22.7222  -0.0189  0.0551  0.184
O  10.5795  8.5792  15.8659  -0.0211  0.0582  -0.1016
O  10.3587  11.9485  17.1859  0.0368  0.0712  0.06
O  3.1321  7.3585  -0.732  0.1189  0.4292  0.556
O  9.1942  1.643  19.1533  0.0061  0.0381  -0.0282
O  9.6482  6.9048  20.45  0.0012  -0.1009  0.2172
O  7.0883  -3.1248  -0.9791  -0.0407  -0.3042  0.4872
O  12.1665  10.8441  22.2639  0.0062  0.1188  0.652
O  13.2017  9.7193  20.0298  -0.0351  0.0701  0.1043
O  11.1929  11.062  14.8464  0.025  -0.0734  -0.0138
O  8.7239  4.099  15.5227  0.0319  -0.0207  -0.0992
O  9.8901  3.7355  13.1879  0.0223  0.1015  -0.1709
O  5.5879  0.9069  14.1493  0.0218  0.0904  0.0803
O  10.8808  1.724  9.8953  0.0253  0.2274  -0.4937
O  7.1006  10.2726  9.7849  -0.0406  -0.2974  -0.5868
O  11.3372  11.692  19.7714  0.0418  0.0056  0.0732
O  11.1039  4.261  16.6871  0.0175  -0.0241  -0.0098
O  3.3337  10.287  9.8545  -0.0929  -0.2643  -0.4971
O  10.7563  6.2427  12.6896  0.0371  -0.0554  -0.1018
O  3.4303  3.7994  10.8012  -0.0782  0.0069  -0.1482
O  3.2111  1.4844  9.7657  -0.0039  0.2954  -0.4392
O  2.0186  3.491  16.9427  0.0523  -0.0184  -0.041
O  11.6958  2.295  18.3859  -0.0024  0.018  -0.0465
O  2.7222  4.9848  19.0614  0.0867  0.0281  0.0183
O  10.9993  7.9869  10.7565  0.0702  0.1213  -0.1433
O  6.8894  1.6116  9.897  0.0402  0.2842  -0.3963
O  6.0912  4.127  10.7795  0.243  -0.2375  -0.0851
O  9.456  6.3266  16.8061  0.0078  -0.0472  -0.0626
O  6.8887  2.3373  17.8814  -0.028  -0.0076  0.0182
O  7.063  -0.268  -0.6959  -0.0173  0.2943  0.3694
O  4.5758  8.0278  16.2085  -0.003  -0.0076  -0.0392
O  10.9636  10.4648  9.8361  0.0502  -0.3628  -0.4171
O  4.9425  3.1832  12.984  -0.0177  0.107  -0.1938
O  3.9691  7.8749  10.8972  -0.2355  0.1767  -0.2876
O  4.4919  3.4996  17.7558  -0.0176  0.0003  0.0284
O  6.2761  7.1926  12.3368  -0.028  0.0152  -0.0465
O  4.2937  5.641  12.3211  -0.0358  -0.0844  -0.0615
O  -0.5667  7.6208  -0.9241  -0.0415  0.094  0.3611
O  2.5682  8.1493  17.963  -0.0042  -0.0273  0.0112
O  5.8049  3.1624  15.5343  0.0008  -0.0359  -0.0806
O  4.3749  3.4578  22.9321  0.027  -0.1165  0.0324
O  8.4166  5.5167  11.7361  -0.0926  -0.1192  -0.112
O  4.9003  0.9863  16.7213  -0.0105  0.0019  0.0043
O  9.3004  4.6637  21.6869  -0.0025  -0.0118  0.0191
O  8.8674  4.115  18.1559  -0.0163  -0.0475  0.028
O  6.1929  1.8411  -1.9049  0.2049  -0.0257  0.2866
O  4.6812  6.7567  18.6567  -0.149  -0.0716  0.0381
O  12.0044  1.8671  15.7687  0.002  0.0272  0.0131
O  4.3342  10.3811  15.0975  0.0151  0.0296  0.0035
O  10.6703  9.3339  20.7097  0.0343  0.0404  0.0476
O  11.0597  8.9124  13.2909  -0.0153  -0.0614  0.0051
O  10.687  4.338  10.7847  0.0665  -0.1983  -0.1986
O  4.5879  5.1629  20.8277  0.0445  -0.088  0.1909
O  3.3182  5.7778  16.6514  0.0144  -0.0557  0.0192
O  9.5588  1.6181  14.8729  0.0098  0.0684  0.0029
O  7.5137  2.6975  13.586  -0.0466  0.0461  -0.0024
O  12.0016  7.47  19.337  0.0183  0.0432  0.0321
O  9.7485  8.4772  18.3738  0.0109  0.0144  0.0024
O  7.4644  7.4381  10.0989  -0.0898  0.0112  0.1126
O  3.1673  4.5444  -0.7045  0.1364  -0.2655  0.582
O  6.6574  4.6987  22.3629  -0.0079  0.0366  0.0497
O  8.8085  8.0216  12.3232  0.0127  -0.0849  -0.1233
O  6.8124  10.9279  15.9645  -0.0307  0.0102  -0.015
O  3.4971  2.21  -1.6562  -0.027  0.0024  0.1825
O  8.8338  9.9972  14.458  0.0951  -0.0236  0.0146
O  7.4705  3.311  20.2582  -0.0078  0.0682  0.1872

Results
free energy: -103891.779 eV
free energy less fixed offsets of O -569.03, Si -635.61 eV per atom: 3.771 eV
pressure: -1.16 GPa
stress xx, yy, zz, yz, xz, xy (GPa, positive in tension): -0.01, 3.03, 0.46, -0.01, 0.02, -0.95

The program warned: the cutoff lies below the one the program advises for these potential files.
